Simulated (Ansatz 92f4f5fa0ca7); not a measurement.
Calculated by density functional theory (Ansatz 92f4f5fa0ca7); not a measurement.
Periodic cell of 215 atoms, Si132O82B1, from a study of silicon, its oxide and their interface. The atomic structure is a simulated model.
Doubt: the cutoff is far below the 930 eV that the study's wrapper takes by default for these files, so forces and energies are approximate.

Settings: functional PBE; potential files Ansatz PAW; basis plane waves; wave-function cutoff 580 eV; density cutoff ratio 5; exchange-correlation grid ratio 1; k mesh 1 x 1 x 1, Gamma-centred; self-consistency stop 5e-08 eV per atom in the density residual; occupations fixed; spin none; net charge -1 e, with a uniform compensating background and no finite-size correction.

Cell vectors (angstrom)
a 10.938 0 0
b 0 10.938 0
c 0 0 31.5432

Atoms and the computed forces on them: element, x, y, z (angstrom), force x, y, z (eV/angstrom)
Si 10.4357 0.5754 24.3516 -0.0344 0.0532 0.1716
Si 6.0432 10.4978 24.1576 0.0596 -0.0285 0.2069
Si 2.1294 3.2499 24.0948 -0.0164 0.0454 0.1891
Si 8.7066 2.2607 24.317 0.0293 -0.0469 0.2059
Si 0.4981 5.0537 24.176 0.0558 -0.0397 0.197
Si 5.0513 5.8969 24.2068 -0.0186 0.0476 0.1819
Si 3.3952 7.6525 24.174 0.0112 -0.0418 0.1857
Si 7.8321 8.827 24.0067 -0.0508 -0.0014 0.199
Si 1.3446 1.4784 25.4657 -0.0218 0.0316 0.0467
Si 6.9137 1.3066 25.5009 0.022 -0.0337 0.0535
Si 4.0267 4.1025 25.3376 -0.0236 0.0003 0.0213
Si 9.6618 4.1018 25.436 0.0264 -0.0271 0.0362
Si 1.4944 6.8169 25.3804 0.0103 -0.0152 0.0246
Si 6.8979 6.946 25.2572 -0.0059 0.011 0.0005
Si 4.2297 9.534 25.3617 0.0095 -0.0184 0.0195
Si 9.5341 9.6409 25.4441 -0.0556 0.0091 0.0616
Si 2.776 0.0067 26.6696 0.0033 0.0177 -0.1286
Si 8.2171 -0.0276 26.9515 -0.0036 -0.003 0.2106
Si 0.0147 2.7686 26.9331 0.003 -0.0016 0.2054
Si 5.4467 2.7385 26.6862 0.0052 -0.0174 -0.1089
Si 2.7538 5.4359 26.8526 -0.0084 -0.0003 0.1259
Si 8.2194 5.5246 26.657 0.0303 0.0072 -0.1183
Si 0.0384 8.2101 26.6737 0.0266 0.0202 -0.1161
Si 5.555 8.1948 26.8138 0.0166 0.0138 0.0962
Si 4.1046 1.3717 28.0865 -0.0033 0.0427 0.0687
Si 9.5864 1.3698 28.287 -0.0014 -0.0101 -0.3664
Si 1.3884 4.127 28.286 0.001 -0.0643 -0.3531
Si 6.8288 4.1398 28.039 0.0064 -0.0504 0.1227
Si 4.1618 6.8158 28.1706 -0.0978 0.0198 -0.0992
Si 9.5958 6.8542 28.067 -0.0348 0.0108 0.0894
Si 1.3906 9.59 28.06 -0.0546 -0.0025 0.1256
Si 6.8438 9.5307 28.2852 0.0738 0.0898 -0.3408
Si 0.0409 -0.0261 29.5583 0.0441 -0.0319 0.0208
Si 5.4403 0.0187 29.5058 -0.0268 0.0114 0.0489
Si 2.7694 2.7148 29.5558 0.0122 -0.0334 0.047
Si 8.1632 2.7743 29.5032 -0.0583 0.0496 -0.014
Si -0.0228 5.5139 29.5218 -0.0281 0.0339 0.0433
Si 5.5017 5.4443 29.538 0.0518 -0.0377 0
Si 2.7448 8.2154 29.4655 0.0277 -0.0059 -0.0492
Si 8.2574 8.165 29.5596 0.0487 -0.0724 0.056
Si 1.3893 1.3573 30.9277 0.0153 -0.0297 0.0055
Si 6.8041 1.3809 30.8621 0.031 0.0432 0.0084
Si 4.1247 4.0873 30.9362 0.0051 0.0073 0.0218
Si 9.5459 4.1272 30.8623 -0.019 -0.0101 -0.0069
Si 1.3692 6.8681 30.8558 -0.0024 0.0073 0.0028
Si 6.8669 6.8051 30.9203 -0.0241 0.0097 -0.0036
Si 4.0862 9.5827 30.8555 -0.0337 -0.0206 0.0293
Si 9.5978 9.5492 30.9434 0.0231 0.0215 0.0316
Si 2.7454 -0.0348 0.7382 -0.0257 0.0557 -0.0103
Si 8.1456 0.0035 0.703 0.0015 -0.0541 -0.0215
Si -0.0394 2.7538 0.6888 0.0287 0.0016 -0.0031
Si 5.4726 2.6847 0.7614 -0.0253 0.0155 -0.0161
Si 2.7145 5.5106 0.7076 0.0047 -0.0422 -0.0314
Si 8.2179 5.4323 0.7547 -0.01 0.0043 0.0236
Si 0.0575 8.1865 0.7619 -0.0269 0.0047 -0.0036
Si 5.4557 8.2179 0.6813 0.0711 -0.0182 -0.0274
Si 4.1248 1.2784 2.1258 0.0861 -0.0109 0.0161
Si 9.5097 1.3811 2.0426 -0.0591 0.0897 -0.0694
Si 1.3194 4.1372 2.0595 -0.0696 0.0575 -0.0098
Si 6.8449 4.0509 2.1094 0.0615 -0.0462 -0.0384
Si 4.0566 6.922 2.0709 -0.1502 0.0426 -0.0419
Si 9.6039 6.8061 2.0942 0.0472 -0.0478 -0.0145
Si 1.4277 9.5405 2.1428 -0.0068 -0.0772 -0.0231
Si 6.7647 9.5829 2.1075 0.0042 0.0702 0.0308
Si -0.0541 -0.0077 3.3156 0.092 0.0215 0.2979
Si 5.316 -0.1706 3.6464 -0.1324 -0.0987 0.2869
Si 2.6909 2.7058 3.3115 0.0106 0.0712 0.3127
Si 8.1645 2.657 3.5411 0.0216 0.0809 -0.0992
Si -0.0015 5.4804 3.558 -0.0005 -0.044 -0.1319
Si 5.4346 5.502 3.2943 0.0615 -0.1579 0.3671
Si 2.8765 8.3335 3.6391 0.1078 0.0603 0.3084
Si 8.2062 8.1938 3.365 -0.0225 -0.0537 0.1437
Si 1.325 1.3212 4.6777 -0.0411 -0.0252 -0.0647
Si 6.7915 1.2503 4.9229 -0.0195 -0.0012 -0.0538
Si 4.059 4.1184 4.6377 -0.0348 -0.0054 -0.1904
Si 9.5316 4.059 4.9041 -0.0071 -0.051 0.1098
Si 1.3935 6.9024 4.904 0.0577 -0.0131 -0.0402
Si 6.7842 6.8451 4.6907 0.0163 0.0286 -0.0777
B 4.0844 9.5498 4.912 0.092 0.0197 -0.191
Si 9.5682 9.5694 4.7365 -0.0142 0.0111 -0.1097
Si 2.7246 -0.1213 5.9724 0.3178 -0.0189 -0.1113
Si 8.2269 -0.1345 6.2632 -0.0221 -0.0548 0.0843
Si -0.0002 2.6255 6.1923 -0.008 0.0631 -0.0423
Si 5.3709 2.7618 6.0692 -0.0606 -0.0255 0.0082
Si 2.7523 5.4236 6.1477 0.0814 0.008 0.0472
Si 8.0662 5.4564 6.1602 0.0542 -0.045 -0.0549
Si -0.0187 8.2912 6.2233 0.0247 0.0541 0.0747
Si 5.4287 8.29 6.0305 -0.2798 0.0823 -0.1407
Si 3.4749 1.8206 7.1133 -0.0866 0.2327 -0.2956
Si 10.0491 0.804 7.4522 0.0902 -0.0238 -0.2748
Si 1.8096 3.6073 7.3375 0.0263 -0.0994 -0.3249
Si 6.1878 4.5517 7.355 -0.0186 0.11 -0.2761
Si 4.6512 6.3879 7.2045 -0.0243 -0.1732 -0.3234
Si 9.1155 7.2156 7.3004 -0.1157 0.0613 -0.2447
Si 0.9562 10.1496 7.467 -0.161 -0.0165 -0.3332
Si 7.3189 8.8896 7.4357 0.1278 0.0238 -0.4153
O 4.6074 6.646 8.8423 -0.1382 0.1452 0.4644
O 1.4327 3.942 8.9273 -0.0564 0.13 0.4606
O 9.6999 6.5755 8.7186 0.0827 -0.0866 0.4256
O 1.3328 10.0995 9.1091 0.1742 -0.0541 0.446
O 6.0884 4.2455 8.9961 0.0436 -0.1512 0.4603
O 3.7038 1.5156 8.7095 0.1501 -0.1183 0.4531
O 7.0887 8.9624 9.0924 -0.1127 0.1095 0.5238
O 9.6666 1.0677 9.0497 -0.1505 0.0754 0.4296
O 8.2593 2.5346 22.7518 -0.078 0.0544 -0.2964
O 10.999 5.5455 22.652 -0.0433 0.0792 -0.2956
O 5.6336 0.0695 22.64 -0.0639 0.0901 -0.2888
O 5.2894 5.3984 22.6419 0.0601 -0.0543 -0.2971
O 2.1425 2.8112 22.4867 0.0318 -0.0972 -0.3171
O 3.3285 7.8534 22.5205 -0.0585 0.0527 -0.2773
O 8.3824 8.7394 22.4268 0.0989 -0.0175 -0.3137
O -0.172 11.237 22.7622 0.0761 -0.0669 -0.27
Si 2.1564 2.9933 12.8796 -0.0365 0.0193 -0.3464
Si 8.681 1.2885 10.3257 0.0661 -0.0414 -0.4482
Si 1.0709 4.504 15.3487 0.008 -0.0217 -0.1301
Si 7.5593 5.5572 12.1902 -0.0494 -0.0242 -0.3361
Si 2.4132 8.1849 21.2211 0.0332 -0.0321 0.2647
Si 5.4257 7.7603 12.4557 0.003 -0.0138 -0.3555
Si 9.268 0.4595 15.4788 0.0213 0.0018 -0.1439
Si 2.9138 -0.0493 16.646 0.0304 -0.0047 -0.0074
Si 10.4632 1.1737 12.5824 -0.0312 -0.005 -0.3058
Si 7.7682 2.8308 21.2441 0.0263 -0.0347 0.2674
Si 9.1385 8.7891 14.4391 0.0396 -0.008 -0.1801
Si 1.4951 4.7847 10.3238 -0.0152 -0.0459 -0.502
Si 4.4776 9.4874 19.1363 -0.0016 0.0022 0.1364
Si 11.0737 6.0957 21.1218 0.0124 -0.0179 0.2726
Si 6.6179 10.4479 14.8302 0.0244 -0.024 -0.1056
Si 5.3882 0.7306 21.1824 0.0201 -0.0314 0.263
Si 2.3541 9.8117 10.3629 -0.1007 0.0538 -0.4112
Si 0.4288 10.6349 21.3987 -0.0434 0.0514 0.2343
Si 5.8528 5.2518 21.135 -0.027 0.0128 0.296
Si 3.6692 7.0941 10.0735 0.1003 -0.1126 -0.4656
Si 9.0485 5.6834 14.832 -0.0296 0.0036 -0.1784
Si 3.6655 4.0784 19.0942 -0.0084 -0.023 0.1528
Si 10.0305 3.6628 19.318 -0.0016 0.0074 0.158
Si 4.2635 8.6582 15.3439 0.0317 -0.0089 -0.1537
Si 0.4568 1.9179 17.1504 -0.0165 0.0158 0.0267
Si 6.7912 7.5338 19.2563 0.0104 0.0182 0.1425
Si 5.2583 3.62 16.7359 -0.0093 -0.0138 -0.0074
Si 7.7851 5.018 17.5243 0.0207 0.0171 0.0181
Si 6.671 9.9003 10.3624 0.0525 -0.0642 -0.456
Si 4.3686 1.0507 10.0909 -0.128 0.0694 -0.4342
Si -0.0273 9.1003 11.879 0.0795 -0.0294 -0.319
Si 9.101 8.6288 20.9517 -0.03 0.0319 0.2806
Si 4.551 1.6667 14.5683 -0.0471 0.0114 -0.1755
Si 2.4463 2.0863 21.0576 -0.0412 0.03 0.2903
Si 6.3289 3.3375 10.3296 -0.0264 0.0811 -0.4461
Si 3.4342 5.916 16.7334 -0.0014 0.0068 0.0107
Si 9.8791 6.5534 10.3269 0.0393 -0.0436 -0.4529
O 0.119 2.6242 18.5818 0.0147 -0.0195 -0.0527
O 2.9316 9.6254 15.5655 -0.0143 0.0088 0.0348
O 10.8616 4.8039 20.147 -0.028 -0.0602 -0.1116
O 7.5487 2.3603 9.8905 0.0148 0.0022 0.1416
O 10.9454 5.3647 10.7402 -0.0238 0.0136 0.1425
O 6.5916 6.6941 12.8598 -0.0028 0.0205 0.1076
O 10.3181 8.0766 10.7573 0.0276 0.0967 0.1718
O 7.6703 9.4584 13.9832 -0.0188 0.0186 0.0669
O 8.4329 6.2122 10.9853 -0.0958 -0.0406 0.1923
O 5.3475 10.5 20.0626 -0.0225 -0.0508 -0.1094
O 2.1738 3.7713 11.4297 0.0538 -0.1167 0.276
O 7.9727 8.5456 19.7699 -0.0534 -0.0268 -0.1069
O 6.2048 6.7285 20.554 0.0187 0.0446 -0.1094
O 5.5065 2.7119 15.404 0.0104 0.0204 0.0518
O 1.3069 0.9263 20.7128 0.0171 0.0045 -0.0884
O 6.0878 9.0143 11.6138 -0.0617 -0.0735 0.2021
O 4.6123 4.9821 16.1057 0.0033 0.0022 0.0055
O 6.5981 3.9064 17.6256 -0.0059 -0.0054 -0.0139
O 10.5552 10.6844 11.7948 -0.023 0.0285 0.1186
O 5.5799 0.4989 13.9777 0.0057 -0.0023 0.0641
O 8.0224 5.1095 15.9309 -0.0173 -0.0152 0.0497
O 9.7381 9.8211 15.5649 0.0068 0.0133 0.0589
O -0.3934 5.147 15.1277 0.0153 -0.006 0.0508
O 1.5676 6.8399 20.8091 -0.0076 -0.0014 -0.0825
O 1.5008 0.6325 17.167 -0.0019 -0.0014 -0.0046
O 6.595 1.7723 20.8239 -0.0074 0.0105 -0.084
O 0.9976 1.832 12.8166 0.0265 0.006 0.0994
O 3.2547 5.494 18.3282 -0.0006 0.0196 -0.0501
O 9.5107 2.0076 11.5511 0.0725 0.0125 0.1984
O 1.0264 3.1015 16.1822 -0.005 -0.0115 0.0265
O 8.5897 5.1169 13.3753 0.0628 0.0025 0.1847
O 10.2826 8.5939 13.2882 -0.0837 -0.0081 0.1874
O 1.4449 9.4016 21.7031 0.0033 -0.0092 -0.0917
O 10.0805 9.9307 20.6215 -0.0136 -0.0197 -0.0884
O 3.1648 0.2242 10.8717 -0.0058 0.0085 0.1485
O 5.0377 2.3982 10.7672 -0.0099 -0.0219 0.1411
O 1.7567 4.1691 13.9211 -0.0339 0.0513 0.1563
O 7.9538 10.8242 10.8078 -0.0143 0.0074 0.1477
O 9.1347 4.4723 18.2287 -0.0283 0.0142 -0.049
O 5.6408 9.4927 15.7525 -0.0043 0.004 0.0394
O 5.5381 -0.0259 9.8 0.0345 -0.0218 0.0779
O 3.5902 2.3129 13.3833 0.0655 -0.0321 0.1365
O 1.9742 5.6523 16.0634 0.0117 0.0153 0.0195
O 9.7055 1.0512 14.0169 -0.0427 -0.0199 0.1834
O 4.4079 6.924 11.5035 0.0845 0.0353 0.2288
O 4.7607 4.48 20.2212 -0.0491 -0.0241 -0.1142
O 9.9566 1.3482 16.63 0.0087 0.0025 0.029
O 6.7012 4.2911 11.6087 0.0533 0.0811 0.199
O 5.5799 8.406 18.5876 -0.0007 -0.0044 -0.0374
O 9.0698 2.7382 20.265 0.0533 0.0244 -0.1149
O 3.6007 1.1273 15.7701 -0.0091 -0.0138 0.0476
O 4.2226 3.0731 17.904 0.0197 -0.003 -0.0482
O 9.9127 7.2139 20.9023 0.0028 -0.0069 -0.0837
O 3.3804 8.6758 9.8134 -0.006 0.0193 0.1257
O 3.9427 7.4223 16.3681 -0.0147 -0.0244 0.0213
O 7.6338 0.4826 15.6838 -0.0032 0.0123 0.0398
O 8.936 7.2991 15.0144 -0.0013 -0.0141 0.0606
O 3.9307 1.4407 21.1789 0.015 -0.0001 -0.0869
O 1.5981 9.1312 11.6628 -0.0641 -0.0299 0.1545
O 2.3546 6.1495 10.1023 -0.0177 0.0205 0.1498
O 7.3468 6.4606 18.1547 0.0079 -0.0319 -0.0477
O 7.2205 4.365 21.1409 -0.0035 0.0027 -0.0871
O 4.5564 8.2186 13.7801 -0.0532 0.0403 0.1959
O 3.328 8.6728 19.9693 0.0536 0.0316 -0.1177
O 2.4997 3.2333 19.8771 0.0305 0.0549 -0.1172
O 3.7365 10.3549 17.9611 -0.0249 0.0194 -0.0475

Results
free energy: -130699.782 eV
free energy less fixed offsets of B -154.04, O -568.88, Si -635.61 eV per atom: 2.938 eV

The program warned: the cutoff lies below the one the program advises for these potential files; the exchange-correlation potential is rough where the density is thin.
